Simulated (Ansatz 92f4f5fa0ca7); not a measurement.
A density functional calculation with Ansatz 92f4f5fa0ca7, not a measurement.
Periodic cell of 223 atoms, Si132O90P1, from a study of silicon, its oxide and their interface. The atomic structure is a simulated model.
Doubt: the cutoff is far below the 930 eV that the study's wrapper takes by default for these files, so forces and energies are approximate.
This geometry differs little from another in the collection (a relaxation step or a small displacement).

Settings: functional PBE; potential files Ansatz PAW; basis plane waves; wave-function cutoff 580 eV; density cutoff ratio 5; exchange-correlation grid ratio 1; k mesh 1 x 1 x 1, Gamma-centred; self-consistency stop 5e-08 eV per atom in the density residual; occupations fixed; spin none; net charge +1 e, with a uniform compensating background and no finite-size correction.

Cell vectors (angstrom)
a  10.938  0  0
b  0  10.938  0
c  0  0  32.1988

Atoms and the computed forces on them: element, x, y, z (angstrom), force x, y, z (eV/angstrom)
Si  10.5852  0.2223  24.8664  0.0015  -0.0029  -0.0089
Si  5.7361  10.6804  24.7397  -0.0003  0.0021  -0.0142
Si  2.4797  2.9157  24.6388  0.0032  -0.0024  -0.0135
Si  8.4245  2.4661  24.8255  -0.0024  0.0011  -0.0125
Si  0.2744  5.1687  24.7549  -0.001  0.0006  -0.014
Si  5.1534  5.7484  24.69  0.0016  -0.004  -0.0137
Si  2.9323  8.0092  24.5968  -0.0023  0.0009  -0.0141
Si  7.9408  8.437  24.7305  0.0042  -0.0014  -0.0111
Si  1.3302  1.381  26.0334  0.0023  0  0.0035
Si  6.8452  1.3088  26.1209  -0.0002  0.0009  0.0067
Si  4.0443  4.1043  25.9891  0.001  -0.0014  0.0059
Si  9.6087  4.0598  26.086  -0.0015  0.0022  0.0052
Si  1.3979  6.8272  26.0023  -0.0005  0.0026  0.0063
Si  6.7691  6.8527  26.0237  0.0033  -0.0008  0.0038
Si  4.1033  9.5342  25.9984  -0.0018  0.002  0.0046
Si  9.463  9.5686  26.1515  -0.0008  -0.0015  0.0058
Si  2.7286  -0.0074  27.3438  -0.0004  -0.0005  -0.0072
Si  8.1584  -0.0216  27.5608  -0.0024  -0.0018  0.012
Si  0.0116  2.714  27.4861  0.0012  0.0008  0.0113
Si  5.4405  2.7436  27.3657  0.0003  -0.0008  -0.007
Si  2.7291  5.4646  27.43  0.0001  0.0009  0.0053
Si  8.1861  5.4724  27.3536  0.0005  -0.0029  -0.007
Si  -0.0071  8.181  27.3753  0.0008  -0.0004  -0.0065
Si  5.4418  8.1981  27.4477  -0.003  -0.0016  0.0079
Si  4.0811  1.3637  28.7438  0.0025  -0.0002  0.0064
Si  9.5803  1.352  28.8479  -0.0029  0  -0.0125
Si  1.3694  4.1038  28.8147  -0.0013  -0.0056  -0.0095
Si  6.8305  4.1022  28.7396  0.0006  -0.0001  0.0073
Si  4.1004  6.8157  28.8058  -0.0003  0.0005  -0.0064
Si  9.5553  6.8226  28.753  0  0.0028  0.0053
Si  1.3676  9.565  28.7349  -0.0018  0.0001  0.0072
Si  6.7854  9.5417  28.8644  0.0094  0.0029  -0.0142
Si  0.0243  -0.0265  30.1656  0.0027  -0.0013  0.0008
Si  5.4279  0.0104  30.1653  -0.004  0.0038  0.0017
Si  2.7407  2.724  30.157  -0.0017  0.0015  0.0008
Si  8.1941  2.7477  30.1428  -0.0002  -0.0002  -0.0009
Si  -0.0182  5.4649  30.1444  0.0017  -0.0007  0.0013
Si  5.4856  5.4545  30.1547  0.0001  -0.0013  0.0004
Si  2.7248  8.2083  30.1288  0.0014  0.001  -0.0009
Si  8.2057  8.1774  30.1701  -0.001  0.0002  0.0015
Si  1.382  1.3513  31.5367  0.0011  -0.0017  0.0001
Si  6.8287  1.3772  31.4996  0.0005  0.0018  0.0008
Si  4.1191  4.0873  31.522  0.0023  -0.0001  -0.0003
Si  9.5687  4.0947  31.5222  -0.0029  -0.0003  0.0011
Si  1.3598  6.8413  31.4859  -0.0015  0.0035  0.0003
Si  6.8475  6.8124  31.5465  0.0007  -0.0025  0.0002
Si  4.0789  9.5657  31.5263  -0.0007  -0.0009  0.0014
Si  9.5824  9.5538  31.5276  0.0021  -0.001  -0.0003
Si  2.7444  -0.0097  0.7224  -0.0003  0.0021  0.0011
Si  8.2009  0.012  0.664  -0.0007  0.0014  -0.0008
Si  0.0019  2.7256  0.6958  0.0045  0.0014  0.0002
Si  5.4879  2.7252  0.6997  -0.0033  -0.0014  -0.0001
Si  2.7413  5.4906  0.6532  0.0007  -0.0063  -0.0017
Si  8.2217  5.4448  0.7164  -0.0002  0.0014  0.0002
Si  0.0182  8.1822  0.6888  -0.0007  0.0012  -0.0002
Si  5.4674  8.2065  0.6937  -0.0006  0.0039  -0.0011
Si  4.1378  1.357  2.074  0.0068  -0.0011  -0.0021
Si  9.5626  1.3518  2.0636  -0.0045  -0.0028  -0.0011
Si  1.389  4.1264  2.0201  -0.0021  0.0022  -0.0064
Si  6.8604  4.0729  2.0804  -0.0002  -0.0032  0
Si  4.105  6.8286  2.0632  0.005  -0.0002  0.0021
Si  9.5936  6.8272  2.0623  0.0024  -0.0006  -0.0022
Si  1.3852  9.532  2.0661  0.0049  -0.0094  -0.0009
Si  6.832  9.6041  2.043  -0.0042  0.0031  -0.0016
Si  0.0003  -0.0459  3.3893  0.0158  0.0139  0.0052
Si  5.5018  0.0094  3.4875  -0.0059  -0.0013  -0.0095
Si  2.7835  2.7868  3.3637  -0.0066  -0.0101  0.0068
Si  8.1962  2.6929  3.4793  -0.0029  0.0025  -0.0112
Si  0.0374  5.4691  3.4305  -0.0023  -0.0001  -0.0003
Si  5.4907  5.456  3.4124  -0.0047  -0.0069  0.0065
Si  2.7718  8.2044  3.4718  -0.0059  0.0134  -0.012
Si  8.2101  8.2286  3.3659  -0.0033  -0.0056  0.0104
Si  1.3962  1.3855  4.6209  0.0018  -0.0057  -0.0197
Si  6.8526  1.3427  4.9324  -0.0057  -0.0001  0.009
Si  4.1722  4.0773  4.8068  0.0133  0.0027  -0.0098
Si  9.6101  4.0795  4.7746  0.0117  0.0057  0.0072
Si  1.4254  6.8004  4.8325  -0.0072  -0.0089  0.0033
Si  6.8253  6.907  4.7267  0.0115  0.0108  0.004
Si  4.142  9.5784  4.8626  0.0047  0.003  0.01
Si  9.5426  9.5501  4.7885  -0.0137  -0.0151  -0.0053
Si  2.7451  0.1195  6.06  0.0133  -0.0011  -0.0135
Si  8.2252  -0.0658  6.2852  -0.0049  0.0136  -0.0107
Si  0.0394  2.6463  6.0481  -0.0076  0.0104  -0.0117
Si  5.4904  2.7342  6.3095  -0.0002  0.0002  -0.0011
Si  2.8398  5.4619  6.185  -0.0007  0.0053  -0.0031
Si  8.1765  5.4843  6.0367  -0.028  -0.0119  -0.0146
Si  0.0283  8.1997  6.1438  0.0216  0.0138  0.0093
Si  5.5247  8.2108  6.2548  -0.007  0.0034  -0.0204
Si  3.8355  1.5806  7.6175  0.0127  -0.0027  0.0316
Si  9.8483  1.1373  7.4808  -0.014  0.0082  0.0474
Si  1.6423  3.7864  7.2877  -0.0037  -0.0024  0.0309
Si  6.6661  4.4222  7.5242  -0.0187  0.0082  0.0089
Si  4.4043  6.6201  7.5713  0.0134  0.0002  0.0212
P  9.3778  6.9545  7.3318  -0.043  0.0324  0.0807
Si  1.1534  9.9381  7.3272  0.0023  -0.0115  0.0276
Si  7.1712  9.2197  7.6573  -0.0053  -0.0188  0.0655
O  8.3644  8.0308  7.8817  0.0472  -0.0326  -0.0131
O  2.7135  2.7408  7.9807  0.0063  0.0007  -0.0159
O  9.5208  1.3501  24.2755  -0.0002  0.001  0.0014
O  4.0486  6.8641  24.1329  -0.0006  0.0019  0.0032
O  0.0321  0.0196  8  0.0035  -0.0124  -0.016
O  5.5473  5.5215  8.0619  0.0011  -0.0155  -0.0045
O  6.8498  9.5713  24.2034  -0.0009  -0.0003  0.0027
O  1.3697  4.0611  24.174  0  -0.0002  0.0029
O  3.832  7.3478  8.9578  -0.0021  -0.0012  -0.0089
O  0.7748  4.4053  8.5299  0.0002  0.0042  -0.0119
O  9.7944  6.1976  8.6847  -0.0232  0.0371  -0.0825
O  2.1599  9.395  8.4961  -0.0132  0.0096  -0.0166
O  7.5462  3.9473  8.8294  0.0055  0.0062  -0.005
O  4.2728  0.9157  9.0686  -0.0069  0.0037  -0.0175
O  6.8103  9.4942  9.2279  0.0091  -0.0011  -0.0563
O  9.211  1.8631  8.8114  0.0125  -0.0085  -0.0204
O  7.7083  3.1535  23.5234  0.0045  -0.0039  0.0085
O  10.4953  5.8457  23.4507  0.0043  -0.0046  0.0097
O  5.0856  0.4347  23.4055  0.0044  -0.0051  0.0105
O  5.8614  5.0892  23.3636  -0.0039  0.0055  0.0094
O  3.1042  2.2065  23.2786  -0.0051  0.004  0.0096
O  2.2955  8.7231  23.2332  0.0067  -0.0052  0.0108
O  8.6238  7.7563  23.3967  -0.005  0.0042  0.0086
O  0.2265  10.3249  23.5988  -0.0031  0.0039  0.0075
Si  4.3886  1.5702  22.4681  0.0001  0.0002  -0.0111
Si  3.4758  7.9296  14.0399  0.0008  -0.0006  0.0066
Si  7.1027  0.9617  14.6681  -0.0021  0.0001  0.0061
Si  0.9429  9.3552  22.5232  -0.0017  0.002  -0.0104
Si  1.1478  4.311  11.8447  0.0018  -0.0039  0.0083
Si  6.2499  8.9656  15.3281  0.0011  -0.0005  0.0037
Si  0.6799  1.3712  12.2812  0.0001  -0.0018  0.0055
Si  8.6253  4.9525  20.5108  0.0006  -0.001  -0.0085
Si  0.3308  5.7321  9.3116  0.0241  -0.0134  0.0208
Si  5.0931  3.1274  17.9423  0.0006  0.0008  -0.0017
Si  0.8865  3.7561  16.7452  0.0005  -0.0004  0.0012
Si  10.3972  2.8456  19.227  0  0.0003  -0.0059
Si  5.2792  1.1883  10.3533  0.0027  0.0043  0.0108
Si  0.8835  0.1787  19.8518  -0.0017  0.0014  -0.0064
Si  6.6571  9.4425  10.875  -0.0029  0.0001  0.0178
Si  9.3345  9.6799  18.335  -0.0006  -0.0011  -0.0027
Si  9.3821  9.2386  12.5918  0.0002  0.001  0.0099
Si  6.5714  3.845  22.586  0.0012  -0.0007  -0.0096
Si  2.4305  8.0734  9.388  0.0121  0.0037  0.017
Si  10.5862  7.3712  17.0813  0  -0.0003  0.0012
Si  2.5096  6.2954  16.5868  -0.0004  -0.0006  0.0024
Si  10.1634  4.4979  14.1843  -0.002  0.0012  0.0077
Si  6.1341  9.1853  18.5235  0.0012  -0.001  -0.003
Si  7.976  2.576  9.6065  -0.0023  -0.0088  0.0129
Si  8.8842  2.1295  12.4752  0.0026  -0.0023  0.0085
Si  5.3362  6.2481  18.0671  -0.0006  -0.0006  -0.001
Si  3.9186  0.5585  19.4676  0.0012  0.0004  -0.0066
Si  4.2441  3.8428  12.0468  0.0018  0.0007  0.0066
Si  5.5213  6.5995  12.1443  -0.0009  -0.0017  0.0058
Si  8.0081  2.5068  17.224  -0.0004  -0.0007  0.0003
Si  4.3461  2.4887  14.9628  0.0006  -0.0005  0.0053
Si  1.5393  1.2208  15.2468  -0.001  0.0002  0.0047
Si  1.5561  9.4154  12.0564  0  0.0029  0.0099
Si  8.0303  6.8493  13.8715  0.0001  -0.0017  0.0087
Si  10.3725  9.8418  15.4974  0  0.0003  0.0036
Si  9.8095  7.0136  22.5512  -0.0001  -0.0003  -0.0099
Si  8.1091  5.4854  17.4094  0.0003  0.0006  -0.0012
O  6.0351  7.9517  11.2831  0.0015  0.0034  -0.0056
O  6.0102  9.2037  16.9044  -0.0003  0.0001  0.0007
O  7.6841  1.3378  13.194  -0.0015  -0.001  -0.0034
O  0.9308  1.767  13.8383  0.0006  0.0003  -0.0027
O  9.4202  6.2656  16.8728  -0.0005  -0.0002  -0.0005
O  6.7397  6.2021  13.1366  0.0007  0.0007  -0.0034
O  5.1175  4.6648  18.6071  -0.0001  -0.0002  0.0009
O  9.2235  2.1514  18.2757  0.0011  0  0.0014
O  2.3631  0.096  19.0824  0.0001  -0.0003  0.002
O  9.4078  10.2397  16.7744  -0.0005  0  0.0002
O  2.757  4.4362  11.6675  -0.0022  0.0006  -0.0036
O  5.062  10.3238  19.11  -0.0016  0.0012  0.0018
O  9.428  3.2199  13.5214  -0.001  -0.0005  -0.0043
O  0.4568  1.7683  19.9551  0.0009  -0.0011  0.0024
O  3.1569  1.3538  15.0729  0.0005  -0.0007  -0.0026
O  8.1662  5.38  19.0227  0.0005  -0.0004  0.0042
O  3.8957  6.6138  17.3837  0.0008  0.0002  -0.0003
O  4.5762  3.2834  16.3804  0.0003  0.0001  0.0001
O  9.033  5.6552  14.3065  -0.0002  0.0004  -0.0046
O  5.452  2.7575  22.1417  -0.0001  0  0.0027
O  10.7011  4.1878  15.6682  0.0007  -0.0006  -0.0013
O  0.3294  3.8685  18.2736  -0.0011  -0.0004  0.0022
O  10.4221  10.5146  19.2281  0.0018  0.0005  0.0026
O  9.6216  10.0214  14.0402  0.0001  -0.0006  -0.0036
O  10.91  8.1197  22.0917  0.0005  -0.0004  0.003
O  1.1771  2.1724  16.5097  -0.0004  -0.0003  -0.0009
O  9.7298  3.7497  20.4153  -0.001  0.0012  0.0036
O  8.1493  4.0323  16.6813  -0.0002  0  -0.0008
O  -0.0529  9.0998  11.9186  0.0006  -0.0008  -0.0043
O  6.5801  2.4306  18.0106  -0.0006  0  0.0002
O  5.5924  10.7055  11.1597  0.0017  -0.0011  -0.0064
O  7.7448  9.5938  18.8479  -0.0005  0  0.0009
O  10.0316  1.0146  12.0665  -0.0019  0.0004  -0.0035
O  1.2551  7.015  9.0094  -0.013  -0.0081  -0.011
O  0.5783  4.7913  13.2942  0.0017  0.0017  -0.0061
O  5.7065  7.6215  18.9859  0  0.0005  0.0015
O  5.2091  5.0864  11.5173  -0.0012  0  -0.0022
O  2.6965  6.9818  15.1158  -0.0006  -0.0001  -0.0025
O  0.8774  2.7472  11.4286  -0.0002  0.0033  -0.0045
O  0.8468  10.6995  15.5247  0.0002  0.0003  -0.0025
O  2.3713  8.5651  10.9192  0  -0.0023  -0.0097
O  4.6821  2.431  11.2683  -0.0001  -0.0039  -0.0047
O  4.1949  3.5177  13.6711  -0.0007  -0.0002  -0.0031
O  2.213  4.6834  16.5029  0.0002  0.0005  -0.0018
O  10.7062  8.2573  15.7028  -0.0002  -0.0006  -0.0019
O  6.8954  10.2976  14.6746  -0.0001  0.0003  -0.0036
O  2.3368  8.9631  13.4284  -0.0004  -0.0001  -0.0039
O  8.0118  1.5227  15.9121  0.0002  0.0009  -0.0015
O  4.1056  7.0034  12.8501  -0.0008  0.0008  -0.0026
O  4.1711  2.0104  18.7191  -0.001  -0.0022  0.0022
O  7.2905  4.4195  21.262  -0.0016  -0.0009  0.0048
O  8.4159  2.9224  11.1259  -0.001  0.0009  -0.0079
O  1.1745  6.8632  17.3627  -0.0003  0.0002  -0.0007
O  5.6507  1.6133  14.7063  0.002  0  -0.0043
O  8.1295  9.751  11.5978  -0.0023  0  -0.0052
O  9.2053  6.2857  21.2379  0.0014  0.0019  0.0052
O  8.9446  7.7053  12.8537  0.0005  0.0005  -0.0042
O  1.6465  0.1175  11.8531  0.0005  -0.0017  -0.0035
O  6.6413  6.1428  17.062  -0.0003  -0.0001  -0.0005
O  7.383  7.8073  15.0365  -0.0003  0.0006  -0.0032
O  1.2118  10.3043  21.2351  0.0005  -0.0028  0.0064
O  10.0277  8.2018  18.3596  -0.0002  0.0007  0.001
O  3.9474  0.8543  21.0812  0.0009  0.0013  0.0075
O  0.3055  5.3389  10.8653  -0.0032  0.0023  -0.0046
O  6.6889  1.5946  9.6298  0.0007  -0.0003  -0.0037
O  4.7649  8.6999  14.6872  -0.0002  0.0002  -0.0032

Results
free energy: -135859.645 eV
free energy less fixed offsets of O -568.88, P -755.39, Si -635.61 eV per atom: -4.535 eV

The program warned: the cutoff lies below the one the program advises for these potential files; the exchange-correlation potential is rough where the density is thin.
